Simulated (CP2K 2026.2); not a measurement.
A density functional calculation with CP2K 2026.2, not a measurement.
Periodic cell of 504 atoms, Si360O144, from a study of silicon, its oxide and their interface. The atomic structure is a simulated model.
Doubt: the forces sum to 0.80 eV/angstrom along one axis rather than to zero, so they err by at least 0.0016 eV/angstrom per atom on average; the grid cutoff is modest.

Settings: functional PBE; method Gaussian and plane waves; basis set DZVP-MOLOPT-SR-GTH; pseudopotentials GTH-PBE; grid cutoff 350 Ry, relative cutoff 50 Ry; k points Gamma only; occupations fixed; spin none; net charge 0.

Cell vectors (angstrom)
a	16.32	0	0
b	0	16.32	0
c	3.8901	-3.6528	33.7719

Atoms and the computed forces on them: element, x, y, z (angstrom), force x, y, z (eV/angstrom)
Si	1.807	14.705	0.031	-0.36	-0.01	0.777
Si	4.109	1.287	0.006	-0.128	0.085	0.686
Si	0.858	4.565	0.033	0.181	-0.06	0.822
Si	7.467	3.626	33.664	0.175	-0.162	0.763
Si	1.398	9.481	0.349	0.021	-0.017	0.516
Si	3.866	12.365	0.195	0.237	0.019	0.699
Si	10.274	11.761	33.648	0.182	-0.236	0.718
Si	9.806	1.058	0.134	-0.275	0.29	0.734
Si	6.595	4.092	0.257	-0.084	0.263	0.652
Si	13.199	3.443	33.765	0.137	-0.222	0.779
Si	10.962	5.659	33.741	-0.23	0.119	0.781
Si	9.497	12.332	0.155	0.106	-0.184	0.643
Si	15.937	11.481	33.7	0.405	-0.285	0.721
Si	14.717	1.697	0.043	0.05	-0.128	0.755
Si	12.452	3.842	0.064	-0.155	0.115	0.736
Si	15.02	6.714	0.443	0.035	-0.045	0.538
Si	12.885	8.956	0.061	-0.178	0.073	0.772
Si	19.412	7.995	33.716	-0.053	0.159	0.834
Si	2.74	0.01	1.417	0.004	0.014	-0.046
Si	5.195	2.768	1.496	0.048	-0.056	-0.033
Si	2.57	5.609	1.294	0.037	0.009	-0.095
Si	5.368	8.217	1.212	0.023	-0.029	-0.058
Si	2.738	10.898	1.594	0.026	0.003	-0.025
Si	5.466	13.684	1.287	0.047	-0.034	-0.016
Si	8.061	0.028	1.293	-0.034	0.005	-0.02
Si	10.896	2.701	1.394	-0.006	0.002	-0.022
Si	8.123	5.515	1.328	0.013	0.01	-0.063
Si	10.994	8.119	1.29	-0.044	0.029	-0.06
Si	8.269	10.774	1.38	-0.011	0.011	-0.034
Si	10.951	13.624	1.391	0.021	0.054	-0.006
Si	13.639	-0.022	1.246	-0.036	0.034	-0.059
Si	16.248	2.846	1.378	0.026	-0.012	-0.074
Si	13.556	5.321	1.54	-0.017	-0.046	-0.03
Si	16.355	8.147	1.676	0.022	-0.015	-0.044
Si	13.815	10.72	1.326	-0.056	0.034	-0.1
Si	16.414	13.502	1.181	0.02	0.035	-0.094
Si	1.312	1.402	2.666	-0.01	0.017	0.006
Si	3.875	4.192	2.726	-0.026	0.072	0.033
Si	1.403	6.801	2.923	0.007	-0.054	0.057
Si	4.168	9.522	2.781	0.031	-0.013	0.037
Si	1.338	12.29	2.805	-0.025	0.029	0.039
Si	4.123	14.977	2.763	-0.011	-0.022	0.003
Si	6.741	1.41	2.71	-0.005	-0.018	0.01
Si	9.492	4.11	2.676	0.009	0.002	-0.015
Si	6.714	6.844	2.66	-0.017	0.008	0.01
Si	9.646	9.462	2.723	-0.02	-0.024	0.043
Si	6.854	12.256	2.625	-0.018	-0.001	0.007
Si	9.467	14.966	2.683	0.048	0.041	0.02
Si	12.272	1.305	2.713	0.012	0.009	0.035
Si	14.943	4.039	2.893	0.004	0.005	0.048
Si	12.185	6.743	2.777	0.012	-0.005	0.039
Si	14.981	9.515	2.925	-0.011	0.016	0.068
Si	12.347	12.161	2.607	0.018	-0.072	0.021
Si	15.01	14.891	2.557	0.038	-0.008	-0.003
Si	16.304	-0.027	3.998	-0.023	-0.022	-0.024
Si	2.627	2.751	4.094	0.002	0	-0.019
Si	16.317	5.425	4.205	-0.013	-0.001	-0.011
Si	2.798	8.188	4.175	-0.008	0.003	-0.015
Si	16.339	10.921	4.193	0.007	0.01	-0.014
Si	2.739	13.634	4.118	0.007	-0.001	-0.002
Si	5.462	0.021	4.109	0.022	-0.012	-0.014
Si	8.138	2.749	4.045	-0.018	-0.017	0.024
Si	5.377	5.471	4.05	0.022	0.002	-0.026
Si	8.158	8.152	4.035	0.022	-0.01	-0.046
Si	5.512	10.929	4.071	0.013	0.009	-0.007
Si	8.172	13.582	4.056	-0.01	-0.008	0.011
Si	10.85	-0.006	4.048	-0.031	0.019	-0.014
Si	13.578	2.642	4.156	-0.012	0.003	-0.01
Si	10.827	5.408	4.117	0.002	-0.027	0.01
Si	13.56	8.116	4.148	0.009	0.007	-0.015
Si	10.958	10.876	4.052	-0.009	0.006	-0.006
Si	13.648	13.57	3.99	-0.011	0.02	-0.021
Si	17.686	-1.346	16.267	0.008	0	-0.004
Si	4.08	1.357	16.278	-0.01	-0.005	-0.009
Si	17.682	4.114	16.311	0.002	0.009	0.013
Si	4.084	6.808	16.361	-0.004	0.004	0.012
Si	17.711	9.511	16.315	0.007	0.009	0.004
Si	4.098	12.231	16.299	-0.008	-0.001	0.001
Si	6.788	-1.381	16.324	-0.006	-0.01	0.016
Si	9.52	1.365	16.317	-0.005	-0.001	0.004
Si	6.809	4.101	16.321	-0.001	0.01	0.001
Si	9.52	6.8	16.318	0.011	-0.008	-0.002
Si	6.813	9.521	16.352	0.001	0.011	0.011
Si	9.496	12.211	16.35	-0.005	-0.028	0.012
Si	12.228	-1.343	16.318	0.004	0.006	0.008
Si	14.935	1.379	16.304	-0.011	0.001	-0.003
Si	12.258	4.078	16.318	0.014	-0.008	-0.003
Si	14.96	6.762	16.297	-0.003	-0.001	-0.001
Si	12.215	9.508	16.304	0.003	-0.006	-0.012
Si	14.946	12.23	16.286	-0.019	0.022	-0.002
Si	2.743	-0.016	17.632	-0.011	0.006	0.025
Si	5.407	2.743	17.627	0.012	-0.026	-0.012
Si	2.715	5.447	17.728	-0.012	0.004	0.013
Si	5.466	8.161	17.718	0.007	-0.006	0.036
Si	2.76	10.88	17.669	0.002	-0.026	0.04
Si	5.434	13.566	17.696	-0.007	0.023	0.028
Si	8.123	0.023	17.652	0.018	0.012	0.01
Si	10.932	2.687	17.669	-0.006	0.006	-0.004
Si	8.194	5.436	17.693	-0.029	0.021	0.011
Si	10.836	8.186	17.687	0.009	-0.003	-0.003
Si	8.147	10.861	17.77	0.017	-0.003	0.009
Si	10.872	13.595	17.653	0.033	0.024	0.026
Si	13.575	0.035	17.69	-0.006	0.02	-0.002
Si	16.274	2.782	17.629	-0.006	0.001	0.015
Si	13.587	5.452	17.699	0.008	-0.008	0.043
Si	16.371	8.083	17.618	0	-0.007	-0.012
Si	13.606	10.839	17.636	-0.033	0.009	0.014
Si	16.291	13.64	17.596	-0.002	-0.011	-0.003
Si	17.674	1.403	18.879	0	0.006	-0.039
Si	4.099	4.071	19.052	-0.002	0.005	0.006
Si	17.662	6.787	19.111	-0.011	-0.016	0.013
Si	4.1	9.517	19.088	0.008	0.01	-0.019
Si	17.673	12.304	18.907	0.014	0.008	-0.044
Si	4.081	-1.377	19.041	-0.002	0.008	-0.005
Si	6.729	1.394	18.986	-0.001	-0.012	-0.003
Si	9.588	4.045	18.997	0.009	-0.012	-0.013
Si	6.857	6.802	19.077	0.008	0.021	-0.039
Si	9.501	9.484	19.15	-0.014	-0.004	0.022
Si	6.75	12.211	19.123	-0.015	0.008	0.001
Si	9.49	-1.343	18.974	0	-0.008	-0.017
Si	12.254	1.376	19.127	-0.004	-0.001	-0.001
Si	14.938	4.099	19.084	0.017	0	-0.016
Si	12.205	6.849	19.023	0.011	-0.002	-0.028
Si	15.005	9.426	18.912	-0.022	-0.001	-0.033
Si	12.252	12.214	18.982	-0.006	-0.002	-0.052
Si	14.953	-1.334	18.993	0.011	-0.015	0.004
Si	16.333	0.088	20.25	-0.002	0.014	0.053
Si	2.661	2.709	20.312	-0.035	-0.002	0.039
Si	16.283	5.453	20.505	-0.016	-0.016	0.039
Si	2.745	8.122	20.45	0.023	-0.004	0.025
Si	16.404	10.809	20.144	0.036	-0.016	0.034
Si	2.629	13.627	20.363	-0.011	0.038	0.038
Si	5.39	0.055	20.399	-0.041	0.019	0.009
Si	8.187	2.683	20.289	0.018	-0.01	0.012
Si	5.526	5.378	20.397	0.023	-0.004	0.022
Si	8.159	8.125	20.586	-0.011	-0.026	0.081
Si	5.41	10.867	20.561	-0.015	-0.021	0.081
Si	8.093	13.68	20.36	-0.014	0.034	0.052
Si	10.859	-0.051	20.394	0.023	0.014	0.057
Si	13.6	2.759	20.523	-0.006	-0.017	0.082
Si	10.879	5.454	20.375	0.016	0.012	0.054
Si	13.634	8.173	20.348	0.002	-0.046	0.038
Si	10.879	10.91	20.417	0.003	-0.004	0.064
Si	13.663	13.553	20.324	0.038	0	0.04
Si	17.817	-1.037	21.629	0.017	-0.182	-0.752
Si	3.726	1.153	21.675	0.187	-0.01	-0.731
Si	17.473	3.812	21.719	0.092	0.298	-0.791
Si	4.33	6.886	21.697	-0.24	-0.088	-0.766
Si	17.897	9.788	21.626	-0.002	-0.205	-0.77
Si	3.712	12.061	21.713	0.241	0.05	-0.789
Si	6.95	-1.066	21.728	-0.103	-0.142	-0.751
Si	9.231	1.088	21.647	0.143	0.012	-0.75
Si	7.133	4.218	21.689	-0.112	-0.011	-0.742
Si	9.342	6.465	21.833	0.003	0.204	-0.694
Si	6.475	9.191	21.9	0.293	0.247	-0.866
Si	9.646	12.515	21.633	-0.079	-0.186	-0.798
Si	11.981	-1.736	21.581	0.092	0.162	-0.837
Si	15.28	1.584	21.701	-0.277	-0.077	-0.783
Si	12.431	4.413	21.777	-0.064	-0.241	-0.748
Si	14.667	6.622	21.801	0.228	0.111	-0.762
Si	12.638	9.878	21.592	-0.16	-0.07	-0.815
Si	14.963	11.963	21.505	-0.015	0.249	-0.686
Si	12.429	4.033	28.168	-0.08	-0.122	-0.055
Si	19.219	-2.891	30.955	-0.02	-0.009	0.173
Si	17.207	-1.996	26.359	-0.069	-0.016	-0.043
Si	9.439	7.436	31.671	0.083	0.017	0.134
Si	19.233	5.94	26.843	0.033	0.023	0.011
Si	17.532	8.621	26.55	0.008	-0.01	-0.069
Si	6.493	-0.528	31.602	0.01	0.032	0.17
Si	12.209	9.655	24.562	0.081	0.048	-0.007
Si	16.924	11.337	30.699	-0.106	-0.015	0.145
Si	14.382	2.276	26.76	0.022	-0.089	0.054
Si	7.613	9.474	24.847	-0.09	0.024	-0.102
Si	5.32	5.327	28.407	-0.056	0.028	-0.021
Si	8.734	1.674	31.615	-0.077	0.041	0.202
Si	7.084	0.744	25.689	-0.016	0.061	-0.021
Si	13.217	-1.689	24.408	-0.081	-0.113	-0.038
Si	5.335	2.829	26.703	0.04	-0.02	-0.033
Si	11.802	12.264	25.86	0.124	-0.029	-0.112
Si	14.339	0.433	28.987	-0.039	-0.015	0.047
Si	19.487	1.614	28.386	0.028	0.03	0.076
Si	14.312	1.456	31.812	0.136	-0.029	0.096
Si	12.287	-0.896	32.205	0.084	-0.01	0.019
Si	15.123	8.605	28.467	0.009	-0.119	-0.052
Si	11.781	-1.001	29.434	0.074	0.068	-0.065
Si	7.512	12.094	28.604	0.031	0.03	-0.007
Si	5.362	13.54	23.878	-0.027	0.068	-0.174
Si	6.931	9.085	27.664	-0.008	0.049	-0.006
Si	3.946	-2.54	26.614	-0.036	-0.061	0.012
Si	5.578	2.413	23.817	0.019	-0.003	-0.081
Si	9.824	5.134	26.76	-0.035	-0.02	0.032
Si	13.683	1.041	24.176	0.039	-0.08	-0.071
Si	13.894	8.602	31.044	-0.048	0.08	0.11
Si	16.378	12.071	27.939	-0.218	-0.02	0.036
Si	7.913	-2.108	26.507	0.022	0.013	0.073
Si	8.114	6.637	28.88	0.002	0.072	-0.016
Si	4.479	9.293	29.304	-0.055	-0.035	0.087
Si	10.528	1.816	29.006	-0.005	0.036	0.143
Si	5.384	11.664	30.81	0.094	-0.071	0.113
Si	14.126	6.154	29.523	0.009	0.045	0.011
Si	8.021	12.225	24.333	-0.012	0.057	-0.115
Si	4.439	-1.036	29.305	-0.013	0.008	0.016
Si	18.366	8.548	30.764	0.027	-0.019	0.162
Si	18.814	5.624	23.802	-0.022	-0.018	-0.067
Si	16.138	13.637	23.723	0.022	0.013	-0.198
Si	9.533	2.411	26.114	0.021	0.012	-0.043
Si	16.682	0.632	27.385	-0.111	0.113	-0.036
Si	14.098	10.602	26.605	0.007	0.053	-0.14
Si	10.054	-2.971	28.012	0.011	0.052	0.113
Si	16.62	7.942	23.753	-0.084	-0.014	-0.12
Si	19.185	11.014	27.216	-0.024	-0.077	-0.186
Si	16.824	5.89	30.826	0.017	-0.026	0.042
Si	11.16	2.433	23.661	-0.076	0.094	-0.032
Si	19.064	4.372	29.381	-0.004	0.088	-0.113
Si	10.095	7.522	24.682	0.092	0.007	-0.194
Si	11.433	9.793	31.902	-0.011	0.056	0.077
Si	1.358	14.997	5.43	-0.006	0.008	-0.006
Si	4.06	1.393	5.417	-0.002	0	-0.004
Si	1.33	4.055	5.537	-0.007	-0.005	0.007
Si	4.112	6.806	5.511	-0.006	-0.001	-0.012
Si	1.398	9.542	5.496	0.009	0	0.017
Si	4.103	12.244	5.44	0.001	0.013	0.001
Si	6.817	14.95	5.434	0.011	0.014	-0.006
Si	9.506	1.376	5.408	0.014	0.002	-0.009
Si	6.763	4.1	5.401	0.007	-0.003	-0.012
Si	9.473	6.788	5.445	-0.017	0.001	0.008
Si	6.853	9.546	5.426	-0.003	-0.002	-0.014
Si	9.558	12.231	5.399	0.011	0.003	0.002
Si	12.243	14.925	5.363	0.005	-0.01	-0.009
Si	14.964	1.286	5.453	0.005	-0.01	-0.001
Si	12.213	4.051	5.461	0.001	0.004	0.002
Si	14.942	6.795	5.509	0.004	0.006	0.028
Si	12.237	9.515	5.478	-0.007	-0.012	-0.008
Si	14.952	12.277	5.479	-0.011	-0.011	-0.004
Si	2.715	0.03	6.795	-0.018	-0.001	-0.003
Si	5.428	2.734	6.783	0.009	0	-0.003
Si	2.727	5.436	6.84	0.005	-0.011	-0.008
Si	5.487	8.189	6.813	-0.002	-0.018	-0.005
Si	2.755	10.901	6.833	0.001	-0.014	-0.003
Si	5.45	13.608	6.8	0.009	-0.009	0.008
Si	8.168	0.003	6.781	0.005	-0.003	0.013
Si	10.853	2.705	6.811	-0.012	0.008	0.006
Si	8.123	5.433	6.8	0.002	0.004	0.001
Si	10.85	8.152	6.803	-0.01	0.021	-0.008
Si	8.201	10.89	6.791	0.009	-0.006	0.004
Si	10.9	13.592	6.769	-0.007	0.002	0.003
Si	13.581	-0.054	6.785	0.012	0.008	-0.005
Si	16.291	2.67	6.841	0.011	0.007	0.004
Si	13.574	5.416	6.828	0.013	-0.004	-0.005
Si	16.328	8.172	6.828	-0.012	0.003	-0.013
Si	13.602	10.887	6.821	0.004	0.008	-0.003
Si	16.328	13.633	6.811	-0.014	0.01	0.001
Si	1.361	1.351	8.191	-0.003	0.002	0.008
Si	4.091	4.077	8.18	0	0.006	0.01
Si	1.361	6.801	8.181	-0.004	0.004	-0.005
Si	4.107	9.526	8.175	-0.008	0.016	0.002
Si	1.368	12.26	8.165	0.006	0.003	-0.003
Si	4.078	14.972	8.148	0.004	0	-0.01
Si	6.795	1.362	8.137	-0.005	0.007	-0.009
Si	9.496	4.076	8.158	-0.002	-0.011	-0.001
Si	6.807	6.807	8.178	0.017	0.004	0.011
Si	9.523	9.522	8.173	-0.006	-0.011	0.013
Si	6.818	12.244	8.146	-0.004	0.004	-0.005
Si	9.534	14.958	8.133	0.015	0.011	-0.005
Si	12.232	1.335	8.143	-0.01	0.003	-0.009
Si	14.94	4.057	8.179	-0.017	-0.012	0.004
Si	12.219	6.797	8.166	0.002	-0.007	-0.006
Si	14.966	9.532	8.179	0.012	0.004	-0.001
Si	12.236	12.242	8.166	-0.008	-0.012	0.004
Si	14.95	14.954	8.177	0.004	-0.009	0.007
Si	16.313	-0.009	9.533	-0.01	0.004	0.005
Si	2.725	2.721	9.533	0.001	-0.004	0
Si	16.313	5.432	9.522	0.01	0.001	-0.015
Si	2.731	8.164	9.526	0.002	-0.007	-0.007
Si	16.33	10.894	9.529	-0.002	-0.003	0.001
Si	2.728	13.613	9.523	-0.013	0.009	0
Si	5.44	0.007	9.51	0	0.007	0.002
Si	8.145	2.714	9.518	0	-0.002	0.005
Si	5.445	5.444	9.533	-0.01	-0.002	-0.004
Si	8.168	8.162	9.532	0.004	0.002	0.002
Si	5.462	10.89	9.522	0.01	-0.015	0
Si	8.172	13.606	9.504	0.005	-0.006	0
Si	10.878	-0.01	9.514	0.005	-0.005	0.003
Si	13.579	2.698	9.521	0.002	0	-0.002
Si	10.861	5.435	9.52	-0.013	0.005	0.005
Si	13.594	8.16	9.519	0.001	0.009	-0.005
Si	10.884	10.879	9.527	-0.001	0.007	0
Si	13.597	13.59	9.532	0.008	-0.001	0.003
Si	1.359	14.957	10.889	-0.006	-0.001	0
Si	4.086	1.36	10.887	-0.003	0	0.001
Si	1.363	4.085	10.881	0.002	-0.002	0.004
Si	4.084	6.803	10.886	-0.004	-0.003	0.009
Si	1.37	9.526	10.881	-0.003	0.009	-0.007
Si	4.091	12.245	10.875	0.003	-0.001	-0.01
Si	6.805	14.963	10.865	0.001	0.001	-0.007
Si	9.513	1.352	10.871	0.003	-0.002	-0.005
Si	6.801	4.079	10.891	0.006	0.005	0
Si	9.519	6.798	10.891	-0.003	0.011	0
Si	6.807	9.523	10.884	-0.005	-0.006	-0.001
Si	9.519	12.242	10.875	0.001	-0.006	-0.003
Si	12.234	14.955	10.882	-0.002	0.006	0.003
Si	14.949	1.353	10.88	0.014	0.005	0.002
Si	12.225	4.071	10.872	0.002	-0.012	-0.005
Si	14.956	6.799	10.876	-0.004	-0.009	-0.004
Si	12.242	9.519	10.888	-0.003	0.004	0.006
Si	14.959	12.237	10.894	-0.005	0.005	0.005
Si	2.719	0.003	12.241	-0.006	-0.001	0.006
Si	5.442	2.72	12.253	-0.006	0.002	0.001
Si	2.724	5.443	12.243	-0.005	0.003	-0.003
Si	5.448	8.162	12.239	0.001	0.009	-0.004
Si	2.736	10.879	12.239	-0.007	-0.006	0.001
Si	5.45	13.601	12.231	-0.001	0.001	0.001
Si	8.16	-0.006	12.239	0.001	0.005	0.001
Si	10.866	2.718	12.234	-0.007	0.003	-0.002
Si	8.156	5.444	12.251	0.009	-0.006	0.006
Si	10.881	8.156	12.246	0	-0.007	0
Si	8.166	10.88	12.239	0	0.009	-0.005
Si	10.872	13.597	12.24	-0.001	-0.004	-0.005
Si	13.591	-0.003	12.241	0.002	0	0.003
Si	16.316	2.719	12.221	-0.013	0.001	-0.01
Si	13.593	5.434	12.226	-0.001	0.006	0.001
Si	16.321	8.163	12.234	0.009	0.006	-0.009
Si	13.597	10.877	12.256	0.016	-0.007	0.003
Si	16.32	13.597	12.249	0.002	-0.004	0.001
Si	17.672	1.374	13.586	-0.009	0.013	-0.002
Si	4.082	4.087	13.609	-0.007	0	0.007
Si	17.689	6.812	13.594	-0.013	0	0
Si	4.099	9.52	13.602	-0.001	-0.011	0.001
Si	17.686	12.229	13.594	-0.004	0.003	-0.003
Si	4.084	-1.364	13.586	0.003	0	-0.004
Si	6.81	1.358	13.604	0.014	-0.009	0
Si	9.522	4.085	13.602	-0.008	0.001	0
Si	6.795	6.807	13.611	-0.016	0.013	-0.002
Si	9.515	9.515	13.6	0.003	0.006	-0.008
Si	6.806	12.238	13.595	0.005	-0.016	-0.006
Si	9.509	-1.373	13.606	0.012	-0.004	0
Si	12.224	1.359	13.591	0	0.013	-0.005
Si	14.96	4.075	13.576	0.024	-0.02	-0.01
Si	12.241	6.789	13.596	0.014	-0.006	-0.001
Si	14.96	9.51	13.607	-0.011	0.01	0.006
Si	12.224	12.241	13.605	-0.019	0.018	-0.002
Si	14.955	-1.357	13.599	0.003	0.002	0.004
Si	16.31	0.022	14.944	0.009	0.005	0.003
Si	2.707	2.73	14.952	-0.009	-0.013	-0.003
Si	16.323	5.438	14.925	-0.007	0	0
Si	2.745	8.157	14.959	0	0.012	0.002
Si	16.332	10.867	14.958	0.009	-0.009	0.006
Si	2.729	13.59	14.941	-0.009	-0.005	0.006
Si	5.447	-0.014	14.947	-0.011	0.006	0.002
Si	8.164	2.732	14.963	0.008	0.004	0
Si	5.435	5.454	14.976	0.007	-0.002	-0.002
Si	8.157	8.164	14.97	-0.001	-0.007	-0.001
Si	5.466	10.873	14.962	0.003	0.008	-0.005
Si	8.155	13.581	14.974	0.005	0.014	0
Si	10.865	0	14.951	-0.003	0.001	-0.003
Si	13.591	2.726	14.933	0.007	0.006	-0.002
Si	10.886	5.438	14.967	-0.004	0.003	-0.006
Si	13.594	8.144	14.962	-0.005	-0.013	-0.003
Si	10.859	10.877	14.962	0.013	0.004	0
Si	13.585	13.609	14.954	-0.003	-0.012	0.001
O	16.899	-1.538	22.878	0.134	0.175	0.32
O	15.904	11.658	29.447	-0.628	0.139	0.206
O	2.653	0.006	22.181	-0.033	-0.208	0.573
O	18.532	9.874	26.256	0.064	0.087	-0.462
O	9.033	5.595	28.078	-0.007	-0.217	0.353
O	6.151	-1.635	23.037	-0.27	0.062	0.49
O	4.278	1.969	22.976	-0.37	0.057	0.211
O	2.636	10.912	22.182	0.036	0.132	0.607
O	9.69	2.089	27.673	-0.374	0.094	0.184
O	9.757	1.146	32.752	-0.056	-0.03	-0.022
O	12.208	9.239	23.013	-0.308	-0.449	0.207
O	13.696	1.109	27.661	-0.451	-0.312	-0.12
O	10.176	6.965	23.153	0.291	-0.088	-0.017
O	6.626	9.084	26.07	-0.39	-0.248	0.03
O	13.539	5.522	22.274	-0.085	-0.141	0.571
O	12.71	9.712	30.911	0.17	0.472	-0.599
O	8.094	8.029	28.046	0.26	0.049	-0.368
O	17.452	-0.897	33.295	-0.136	0.091	-0.528
O	12.951	5.14	29.19	-0.146	0.195	0.496
O	8.453	13.562	25.121	0.353	0.31	-0.18
O	14.321	8.428	32.594	0.385	0.008	-0.056
O	6.368	1.596	26.859	0.159	-0.103	0.478
O	17.307	7.381	30.416	-0.274	0.162	-0.488
O	6.613	12.259	29.94	0.066	0.179	0.24
O	10.38	6.316	32.366	-0.025	-0.162	-0.504
O	16.254	11.047	32.153	0.097	-0.223	-0.151
O	18.57	4.919	27.921	-0.418	-0.258	-0.145
O	14.778	12.59	33.552	-0.182	0.076	-0.293
O	9.595	2.049	30.304	0.188	0.495	-0.029
O	16.377	2.697	22.189	0.089	0.01	0.576
O	4.138	12.914	23.036	-0.346	-0.018	0.43
O	3.862	2.364	27.142	-0.287	0.014	-0.46
O	14.836	0.807	23.071	0.055	-0.244	0.11
O	16.526	8.372	25.306	-0.562	0.298	0.355
O	5.345	0.246	32.446	-0.14	-0.193	-0.6
O	16.592	8.865	27.852	0.173	0.379	0.367
O	17.8	12.694	30.815	-0.101	0.377	-0.041
O	19.938	2.052	33.372	-0.131	0.111	-0.57
O	15.655	0.899	32.529	0.084	0.178	-0.562
O	7.085	13.093	27.372	-0.718	0.073	-0.275
O	16.339	-2.674	27.563	-0.273	0.43	0.247
O	10.321	8.757	31.368	0.004	0.202	-0.404
O	8.989	3.936	26.037	-0.529	0.126	-0.351
O	13.988	9.51	27.774	-0.411	-0.331	0.263
O	6.718	9.838	33.398	0.104	-0.139	-0.37
O	4.193	0.53	28.99	0.269	0.094	-0.06
O	4.039	12.436	30.407	-0.266	-0.073	-0.627
O	13.407	7.13	30.599	-0.63	-0.181	0.206
O	15.108	8.995	30.055	0.416	0.159	0.198
O	19.126	5.325	25.351	0.292	-0.341	-0.041
O	6.326	4.791	33.317	-0.123	0.145	-0.26
O	12.067	4.529	33.295	0.05	0.113	-0.549
O	4.781	-2.173	25.265	0.068	0.501	-0.039
O	12.009	9.404	33.372	-0.371	0.05	0.182
O	13.759	3.645	27.323	0.358	0.55	-0.033
O	6.606	6.062	29.028	-0.276	-0.133	0.491
O	13.029	11.79	26.799	0.116	0.445	0.392
O	14.461	1.496	30.211	-0.104	0.361	-0.033
O	3.833	6.097	23.036	0.485	-0.27	0.514
O	19.411	-1.556	30.063	-0.313	0.382	-0.141
O	18.043	4.881	30.516	0.148	-0.425	0.223
O	9.202	-1.722	27.407	0.101	0.721	0.252
O	10.512	12.399	26.797	-0.435	-0.357	-0.206
O	11.318	-1.151	30.965	-0.729	-0.037	0.28
O	5.531	11.865	32.4	-0.18	0.641	0.091
O	12.187	-2.641	25.185	-0.465	0.24	-0.113
O	15.985	2.035	26.933	0.454	0.311	-0.159
O	13.698	9.83	25.217	0.436	-0.053	-0.039
O	12.365	1.425	23.328	0.087	-0.343	-0.635
O	17.75	6.813	23.619	0.19	-0.125	0.066
O	9.059	12.48	28.959	0.077	-0.015	0.49
O	7.651	0.539	31.213	0.171	-0.132	-0.285
O	16.665	-0.473	26.189	-0.034	0.217	-0.594
O	9.828	1.922	22.913	-0.156	0.306	0.233
O	7.201	-1.688	32.508	0.041	-0.139	-0.275
O	5.62	8.571	28.448	-0.046	-0.569	0.004
O	19.706	8.26	29.886	-0.044	-0.699	-0.123
O	6.293	1.035	24.305	-0.142	-0.614	-0.148
O	4.657	-1.916	27.946	0.549	-0.119	-0.029
O	10.912	2.395	25.256	0.242	-0.237	0.175
O	8.731	8.349	24.748	-0.278	0.044	-0.099
O	13.427	-0.254	25.116	0.057	0.124	0.624
O	17.948	11.733	27.926	0.076	0.277	0.466
O	18.788	-1.896	26.639	0.073	0.427	0.153
O	5.181	10.087	30.525	0.25	-0.323	0.347
O	17.829	10.026	30.39	0.241	0.123	-0.262
O	7.372	10.562	28.133	0.305	-0.033	-0.208
O	11.293	4.618	27.193	0.164	0.195	-0.415
O	8.263	7.836	32.696	-0.215	-0.054	-0.365
O	11.365	-0.848	33.511	-0.163	-0.353	0.377
O	17.868	4.108	33.465	0.045	0.108	-0.601
O	15.94	12.355	22.764	0.468	-0.367	0.23
O	3.785	10.343	28.326	0.009	0.392	0.095
O	13.045	0.516	32.134	-0.185	0.179	0.257
O	8.278	10.902	25.212	0.255	0.016	0.624
O	15.235	7.342	23.164	-0.122	0.259	0.305
O	12.666	-1.271	22.962	0.247	0.117	0.138
O	9.148	-3.425	33.263	0.143	0.002	-0.328
O	5.224	3.263	25.147	-0.349	0.469	0.021
O	11.048	0.301	28.868	0.037	-0.26	-0.25
O	10.83	13.539	22.086	-0.005	-0.043	0.426
O	15.848	0.004	28.63	0.381	-0.462	0.313
O	13.77	10.981	22.038	-0.199	-0.238	0.349
O	8.581	1.291	25.479	0.206	-0.147	-0.224
O	17.036	13.401	25.037	0.302	-0.41	0.074
O	7.077	-0.795	26.137	-0.195	-0.055	0.124
O	3.787	12.157	26.538	0.441	-0.13	-0.415
O	16.406	5.912	32.38	-0.434	0.478	-0.063
O	5.361	8.041	22.202	-0.022	0.172	0.428
O	18.207	4.311	23.088	0.214	-0.358	0.311
O	6.537	3.354	22.931	0.137	0.098	0.365
O	10.011	6.306	25.704	0.091	0.054	-0.071
O	18.454	7.343	26.846	0.263	0.125	0.169
O	4.268	4.92	29.586	0.156	0.079	0.541
O	13.936	2.907	32.404	0.173	0.259	-0.251
O	15.566	11.276	26.766	0.378	0.232	-0.415
O	11.329	8.45	25.188	0.044	-0.23	0.374
O	17.053	9.237	22.9	-0.095	0.358	0.184
O	13.321	-2.099	32.39	0.331	-0.252	-0.494
O	11.506	11.115	24.752	-0.243	0.011	-0.47
O	8.857	12.039	22.969	-0.174	-0.078	0.122
O	4.24	6.854	33.317	0.161	-0.049	-0.334
O	19.419	-2.52	32.518	0.316	0.039	-0.119
O	10.784	11.248	32.161	-0.281	0.16	-0.526
O	5.758	-1.131	30.278	0.331	-0.434	-0.197
O	8.217	5.326	22.261	-0.032	-0.001	0.516
O	15.476	5.439	30.057	-0.086	-0.703	-0.102
O	6.914	9.636	23.401	0.128	0.162	0.121
O	8.129	-0.009	22.194	0.072	-0.133	0.53
O	4.462	6.165	27.295	0.282	0.279	-0.408
O	7.975	2.979	32.239	-0.205	0.055	-0.294
O	19.072	2.756	29.454	-0.264	-0.122	0.629
O	13.392	-0.817	29.377	0.485	-0.248	0.149
O	14.044	2.235	25.189	-0.036	0.379	-0.301
O	5.87	4.009	27.647	0.579	-0.152	-0.012
O	6.423	12.344	24.089	-0.147	-0.348	-0.193
O	11.789	2.829	29.042	0.086	-0.234	0.413
O	18.184	0.867	27.847	-0.022	-0.082	0.108
O	8.768	6.867	30.333	-0.082	-0.36	-0.168
O	11.616	3.887	23.106	-0.347	0.195	0.544
O	14.657	-2.363	24.258	0.057	-0.192	0.021
O	11.364	-2.364	28.702	0.535	-0.149	0.028
O	14.64	7.071	28.28	0.201	-0.388	-0.505
O	18.732	8.518	32.337	-0.104	0.123	-0.112

Results
total energy: -101654.118 eV
total energy less fixed offsets of O -438.35, Si -107.03 eV per atom: -0.918 eV
